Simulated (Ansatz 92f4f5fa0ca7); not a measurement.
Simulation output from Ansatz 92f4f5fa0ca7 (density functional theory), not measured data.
Periodic cell of 223 atoms, Si132O90B1, from a study of silicon, its oxide and their interface. The atomic structure is a simulated model.
Doubt: the cutoff is far below the 930 eV that the study's wrapper takes by default for these files, so forces and energies are approximate.
This geometry differs little from another in the collection (a relaxation step or a small displacement).

Settings: functional PBE; potential files Ansatz PAW; basis plane waves; wave-function cutoff 580 eV; density cutoff ratio 5; exchange-correlation grid ratio 1; k mesh 1 x 1 x 1, Gamma-centred; self-consistency stop 5e-08 eV per atom in the density residual; occupations fixed; spin none; net charge -1 e, with a uniform compensating background and no finite-size correction.

Cell vectors (angstrom)
a  10.938  0  0
b  0  10.938  0
c  0  0  32.1988

Atoms and the computed forces on them: element, x, y, z (angstrom), force x, y, z (eV/angstrom)
Si  10.5873  0.2557  24.8939  0.0022  -0.0079  0.0214
Si  5.7287  10.6517  24.7727  -0.0001  0.0117  0.0373
Si  2.4539  2.9194  24.6783  0.008  -0.007  0.0291
Si  8.4369  2.5306  24.899  -0.0048  0.002  0.0104
Si  0.2004  5.1479  24.8303  0.0021  0.0065  0.0293
Si  5.2216  5.7674  24.7653  -0.0025  -0.0076  0.0422
Si  2.9494  8.0016  24.6352  -0.013  0.005  0.0469
Si  7.9135  8.3683  24.8067  0.01  -0.0022  0.0346
Si  1.3193  1.3942  26.0803  0.0031  -0.0008  -0.0025
Si  6.8445  1.3079  26.1193  0.0032  -0.0076  -0.0167
Si  4.045  4.112  25.9928  -0.0045  0.0139  -0.0152
Si  9.4476  4.2104  26.2353  -0.0297  0.0294  0.0319
Si  1.3887  6.8164  26.0068  0.0087  -0.0088  -0.0142
Si  6.9173  6.7023  26.182  0.0127  -0.0164  0.0299
Si  4.1008  9.5254  26.0392  -0.0029  0.0019  0.0034
Si  9.46  9.5713  26.142  -0.0075  0.0049  -0.0174
Si  2.7226  -0.0065  27.3766  0.0022  -0.0033  -0.0205
Si  8.1581  -0.021  27.5616  -0.0076  -0.0063  0.0189
Si  -0.0432  2.7659  27.4774  0.0087  0.0058  0.0082
Si  5.4839  2.7892  27.3677  -0.0029  -0.0044  -0.0048
Si  2.7253  5.4643  27.4399  -0.0006  0.0046  -0.0019
B  8.1793  5.4682  27.3694  0.0305  0.0042  -0.128
Si  -0.0586  8.1357  27.3756  0.0065  -0.0015  -0.0061
Si  5.4817  8.1538  27.4399  -0.0043  -0.0056  -0.0079
Si  4.1017  1.3893  28.7365  0.0019  0.0022  0.0106
Si  9.5745  1.3658  28.8448  -0.001  -0.008  -0.0116
Si  1.3508  4.1073  28.8153  0.0022  -0.0126  -0.011
Si  6.9786  4.2564  28.5677  -0.0172  -0.0159  0.0471
Si  4.106  6.8178  28.8064  -0.0063  0.0039  -0.0115
Si  9.3946  6.6701  28.574  -0.0013  0.0036  0.0347
Si  1.3374  9.5402  28.7292  -0.0055  0.0009  0.0119
Si  6.7823  9.5322  28.8586  0.0115  0.0137  -0.0173
Si  0.0136  -0.029  30.1503  0.0041  -0.0026  0.0034
Si  5.4285  0.0155  30.1498  -0.0052  0.0026  0.0031
Si  2.7376  2.7277  30.141  0  0.0012  0.0015
Si  8.1707  2.8005  30.0729  -0.0097  -0.0004  0.0024
Si  -0.0801  5.4885  30.0724  0.0017  0.0123  0.0025
Si  5.5318  5.437  30.0841  -0.0004  -0.0104  0.002
Si  2.7152  8.2057  30.1181  0.0005  -0.0002  -0.0007
Si  8.218  8.1235  30.0922  0.0101  -0.0015  0.0039
Si  1.3775  1.351  31.5166  0.0023  -0.0029  -0.0027
Si  6.8305  1.4056  31.4521  0.0026  -0.0017  0.0007
Si  4.1387  4.095  31.4712  -0.0027  0.0018  0.0006
Si  9.5603  4.0998  31.4824  -0.0004  0.0003  0.0036
Si  1.3209  6.8377  31.4389  0.0008  -0.0029  0.001
Si  6.8444  6.813  31.5036  0.0017  0.0009  0.0022
Si  4.0727  9.5705  31.5079  -0.0012  0.0018  0.0001
Si  9.5682  9.5224  31.4735  -0.0028  0.0027  -0.0006
Si  2.7367  -0.0075  0.7044  -0.0021  0.0004  0.001
Si  8.1952  0.0054  0.6034  0.0006  0.001  -0.0027
Si  -0.0084  2.7332  0.6608  0.0007  -0.0009  0.0001
Si  5.483  2.73  0.6697  0.0001  -0.0001  -0.0011
Si  2.729  5.4892  0.5935  0.0005  0  -0.0029
Si  8.2146  5.4492  0.6842  -0.0011  0.0007  0.0029
Si  0.0072  8.1841  0.6638  -0.0002  -0.0005  -0.001
Si  5.4691  8.2033  0.6587  0.0005  -0.0009  -0.0008
Si  4.1331  1.3628  2.0484  0.0035  -0.0019  -0.0015
Si  9.5572  1.3416  2.012  0.0003  -0.002  0.0012
Si  1.383  4.1313  1.9845  -0.0033  0.0033  -0.0032
Si  6.8509  4.0788  2.0526  0.003  -0.004  0.0002
Si  4.0909  6.8272  2.0108  0.0004  0.001  0.001
Si  9.5844  6.8287  2.0395  0.0007  -0.0012  -0.0017
Si  1.3736  9.5367  2.0458  0.004  -0.0025  -0.0005
Si  6.8325  9.6048  2.0065  -0.0036  0.003  -0.001
Si  -0.0153  -0.0356  3.3673  0.0066  0.0132  0.0106
Si  5.4981  0.0071  3.4526  -0.0027  -0.0013  -0.0074
Si  2.772  2.791  3.337  -0.0086  -0.0138  0.0157
Si  8.1958  2.682  3.4292  0.0031  0.0082  -0.0055
Si  0.0327  5.4709  3.4075  -0.0033  -0.0018  -0.0026
Si  5.4697  5.4652  3.3776  0.0022  0.004  0.0051
Si  2.7698  8.1973  3.4298  -0.005  -0.0038  -0.0072
Si  8.2045  8.2329  3.3484  0.0026  -0.0027  0.0117
Si  1.3883  1.3942  4.6075  0.0013  0.0008  -0.0113
Si  6.8497  1.3428  4.8924  0.0003  -0.0025  0.0101
Si  4.1537  4.085  4.783  0.0022  0.0024  -0.0024
Si  9.5816  4.0772  4.7355  -0.0013  -0.0016  0.0027
Si  1.4153  6.825  4.8018  0.0031  0.0043  0.0042
Si  6.819  6.8907  4.6978  -0.0004  -0.0007  -0.0035
Si  4.1387  9.5718  4.8246  0.0024  0.0042  0.0089
Si  9.5529  9.5484  4.7723  -0.0049  -0.0037  -0.0043
Si  2.7457  0.1091  6.035  -0.003  0.0062  0.0053
Si  8.2076  -0.0664  6.2559  0.0012  -0.0013  0.005
Si  0.0289  2.6733  6.0302  0.0047  -0.0049  0.0075
Si  5.478  2.7245  6.2712  -0.0018  0.0006  0.0046
Si  2.8166  5.4739  6.1654  0.0004  -0.0025  0.0068
Si  8.1706  5.4797  6.0098  -0.0021  0.0023  0.0056
Si  0.0127  8.1839  6.1347  -0.0014  -0.001  0.0045
Si  5.5304  8.2187  6.2182  0.0046  -0.003  0.0101
Si  3.84  1.5689  7.581  -0.0015  -0.0023  -0.0255
Si  9.8414  1.137  7.4375  0.0034  0.0007  -0.021
Si  1.636  3.7953  7.2989  0.0003  -0.0023  -0.0201
Si  6.6517  4.4164  7.4589  -0.002  0.0028  -0.0147
Si  4.4072  6.629  7.531  -0.0001  0.0002  -0.0166
Si  9.3657  6.9423  7.3816  0.0014  0.0047  -0.0159
Si  1.1419  9.9174  7.2745  -0.004  0.0029  -0.013
Si  7.1662  9.2192  7.6579  -0.0017  0.0028  -0.0332
O  8.3186  8.0801  7.9187  -0.0066  -0.0092  0.008
O  2.7216  2.7303  7.9445  -0.0021  -0.0025  0.0064
O  9.5617  1.4376  24.3358  -0.0023  -0.0122  -0.0008
O  4.1298  6.9073  24.2003  -0.0072  -0.0149  -0.0411
O  0.0314  0.0232  7.9483  0.0048  0.002  0.0059
O  5.5284  5.5075  8.0277  0.0049  0.0017  0.0023
O  6.7937  9.4803  24.2654  0.0087  0.0091  -0.0275
O  1.2814  4.0157  24.2405  0.0067  0.0094  -0.0228
O  3.8574  7.382  8.9254  -0.0059  0.0042  0.008
O  0.8404  4.3689  8.6096  -0.0033  0.0072  0.0102
O  9.8163  6.151  8.7719  0.0051  -0.0036  0.0077
O  2.1118  9.3876  8.4923  0.0029  -0.0047  0.0068
O  7.5089  3.924  8.7885  0.0031  -0.0056  0.0075
O  4.2705  0.9252  9.0594  0.0047  -0.0011  0.0167
O  6.739  9.5502  9.2206  -0.0018  0.0004  0.0224
O  9.2139  1.8519  8.7925  -0.0073  0.0051  0.0116
O  7.7397  3.1755  23.5477  -0.0016  0.0017  -0.0078
O  10.4746  5.8156  23.4759  -0.0039  0.0049  -0.009
O  5.0888  0.4105  23.4192  -0.0076  0.005  -0.0161
O  5.8828  5.1173  23.3923  0.0093  -0.0097  -0.0134
O  3.093  2.21  23.3049  0.0059  -0.0045  -0.012
O  2.293  8.7127  23.2598  -0.0142  0.0117  -0.0141
O  8.5801  7.7219  23.43  0.0057  -0.0059  -0.0148
O  0.2417  10.3931  23.5938  -0.0065  0.0104  -0.0114
Si  4.3933  1.5763  22.5232  -0.0031  -0.0018  0.0089
Si  3.4911  7.9338  14.0325  -0.0001  0.0002  -0.0039
Si  7.1233  0.9664  14.6698  0  0.0003  -0.0022
Si  0.9352  9.354  22.5739  0.0109  -0.0092  0.0064
Si  1.1743  4.312  11.8734  -0.0006  0.0008  -0.0059
Si  6.2641  8.9725  15.3261  -0.0004  0.0001  0
Si  0.6759  1.3672  12.2957  0.0001  0.0004  -0.005
Si  8.6202  4.9574  20.5484  -0.0008  0.0008  0.0061
Si  0.3274  5.7066  9.3469  -0.0006  -0.0024  -0.0064
Si  5.0968  3.1218  17.9476  -0.0007  -0.0006  0.0054
Si  0.8796  3.7415  16.7508  -0.0004  0.0003  0.0029
Si  10.3979  2.842  19.2488  -0.0003  0.0006  0.0069
Si  5.2794  1.1819  10.3355  -0.0036  -0.0019  -0.009
Si  0.8857  0.1682  19.8822  0.0004  -0.0019  0.0068
Si  6.6464  9.4601  10.8541  0.0006  0.0024  -0.0128
Si  9.3404  9.6856  18.3341  0.0014  0.0008  0.0059
Si  9.3909  9.2473  12.571  -0.0003  0.0006  -0.006
Si  6.5838  3.8592  22.6406  -0.0025  0.0043  0.0046
Si  2.4404  8.0718  9.3659  0.0035  -0.0005  -0.0064
Si  10.5916  7.3711  17.0882  0.0004  0  0.0043
Si  2.5124  6.2966  16.5835  -0.0002  0.0001  0.0024
Si  10.1751  4.4921  14.1874  0.0008  -0.0003  -0.0029
Si  6.1339  9.1969  18.5251  -0.001  0.001  0.0049
Si  7.9726  2.5722  9.562  0.0039  0.0009  -0.0068
Si  8.8769  2.1485  12.4428  -0.0007  0.0015  -0.0072
Si  5.3444  6.2495  18.0724  0.0004  -0.0005  0.005
Si  3.9241  0.5712  19.5044  -0.0002  0.001  0.0102
Si  4.2741  3.8358  12.0464  -0.0006  -0.0014  -0.0064
Si  5.5453  6.6027  12.1379  -0.0003  0.0006  -0.005
Si  8.0154  2.505  17.2312  -0.0001  0  0.0043
Si  4.3581  2.4805  14.9681  -0.0003  -0.0005  -0.001
Si  1.5414  1.2101  15.2561  0.0002  0  0.0003
Si  1.5737  9.4123  12.036  0.0007  -0.0011  -0.0072
Si  8.05  6.8541  13.8729  -0.0001  0.0003  -0.0038
Si  10.3792  9.8365  15.4915  0.0002  0.0002  0.0004
Si  9.7873  7  22.6111  -0.0029  0.0001  0.0043
Si  8.1174  5.4866  17.4395  0.0005  0  0.0061
O  6.0481  7.9592  11.2929  -0.0002  -0.0017  0.0042
O  6.0139  9.2143  16.9037  0.0001  -0.0001  -0.0007
O  7.6818  1.3687  13.1973  -0.0001  -0.0004  0.0032
O  0.8932  1.7451  13.8668  0  0.0001  0.0021
O  9.4399  6.248  16.8984  -0.0004  -0.0002  -0.0024
O  6.763  6.2034  13.1385  0.0006  0.0001  0.0021
O  5.1334  4.6627  18.6061  -0.0001  0.0001  -0.0031
O  9.2259  2.1502  18.2873  0.0003  0.0001  -0.0027
O  2.3699  0.1066  19.1126  0.0001  0  -0.0042
O  9.4116  10.2355  16.7691  -0.0003  -0.0001  -0.0014
O  2.7847  4.4347  11.7124  0.0011  0.0001  0.0027
O  5.0662  10.3336  19.1193  0.0013  -0.001  -0.0029
O  9.4211  3.2488  13.4847  0.0002  0.0002  0.0022
O  0.4498  1.7597  19.9797  -0.0003  0.0004  -0.0025
O  3.1561  1.3552  15.0577  -0.0002  0.0001  -0.0001
O  8.164  5.3861  19.05  0.0001  -0.0001  -0.0029
O  3.8997  6.598  17.3871  0.0006  0.0001  -0.0018
O  4.5652  3.2802  16.39  0.0003  0.0006  -0.0008
O  9.0621  5.6698  14.3225  0.0001  0  0.0012
O  5.4601  2.7649  22.2011  0.0003  -0.0003  -0.0014
O  10.6733  4.138  15.6817  0.0001  0.0001  -0.0003
O  0.3376  3.8538  18.2849  -0.0002  -0.0007  -0.0022
O  10.4291  10.5199  19.2208  -0.0012  -0.0001  -0.0035
O  9.6432  10.0256  14.0313  0.0001  0.0002  0.0017
O  10.8798  8.1266  22.1629  0.0002  0.0006  0.0003
O  1.2004  2.1616  16.5267  0  0.0004  -0.0015
O  9.7284  3.7544  20.4225  0.0004  -0.0006  -0.0029
O  8.1401  4.0367  16.7054  -0.0002  0  -0.0025
O  -0.0403  9.1031  11.909  -0.0013  0.0002  0.0031
O  6.5792  2.4124  18.0024  0.0002  0.0002  -0.0026
O  5.5819  10.7164  11.1879  0.0002  -0.0005  0.0035
O  7.7483  9.6004  18.8436  -0.0001  0  -0.0025
O  10.0267  1.0241  12.0626  0.0002  -0.0008  0.0026
O  1.3033  6.9645  9.075  -0.0009  0.0001  0.0019
O  0.62  4.7706  13.3461  -0.0007  0  0.0028
O  5.7008  7.6317  18.9835  -0.0003  0.0002  -0.0022
O  5.2347  5.0855  11.5253  0.0003  -0.0002  0.0024
O  2.714  6.9909  15.1207  -0.0004  -0.0006  0.0008
O  0.9089  2.744  11.4679  0.0001  -0.0008  0.0028
O  0.8618  10.6831  15.5487  -0.0002  -0.0002  -0.0006
O  2.4095  8.5904  10.9058  -0.002  0.0016  0.006
O  4.6949  2.4294  11.2686  -0.0002  0.0037  0.0043
O  4.2484  3.5066  13.6787  0.0001  0.0002  0.0022
O  2.1908  4.6897  16.4928  0.0004  0  -0.0017
O  10.6998  8.2483  15.7037  0  -0.0001  -0.0005
O  6.9295  10.2987  14.6781  0  -0.0003  0.001
O  2.3444  8.9539  13.4214  0.0004  -0.0004  0.0025
O  8.0393  1.5329  15.9103  0.0003  0.0003  0
O  4.1326  6.9967  12.8634  -0.0001  0.0002  0.0026
O  4.1745  2.0157  18.7335  0.0006  0.001  -0.0037
O  7.2853  4.4104  21.2819  0.0017  -0.0004  -0.0035
O  8.4118  2.9255  11.0932  0.0004  -0.0003  0.0056
O  1.1862  6.8777  17.3665  0  0.0003  -0.0021
O  5.6583  1.5833  14.7644  -0.0001  0.0004  0.0007
O  8.1296  9.7542  11.5919  0.0018  -0.0007  0.0044
O  9.2109  6.2891  21.2607  0  -0.0009  -0.0035
O  8.962  7.7162  12.8632  -0.0002  -0.0006  0.0024
O  1.6511  0.1203  11.8793  -0.0004  0.0009  0.0025
O  6.6566  6.1556  17.0766  -0.0002  0  -0.0021
O  7.3918  7.8069  15.0424  -0.0002  -0.0002  0.0006
O  1.2036  10.2598  21.2377  0.0013  0.0023  -0.0077
O  10.0287  8.205  18.3608  -0.0003  0.0004  -0.003
O  3.9646  0.8787  21.1067  -0.0001  -0.0009  -0.0066
O  0.3281  5.3302  10.9214  0.0012  -0.0012  0.005
O  6.7013  1.5714  9.6416  -0.0002  0.0003  0.0029
O  4.776  8.7145  14.6866  0.0006  0.0002  0.0009

Results
free energy: -135250.485 eV
free energy less fixed offsets of B -154.04, O -568.88, Si -635.61 eV per atom: 3.275 eV

The program warned: the cutoff lies below the one the program advises for these potential files; the forces do not sum to zero within the program's tolerance; the exchange-correlation potential is rough where the density is thin.
